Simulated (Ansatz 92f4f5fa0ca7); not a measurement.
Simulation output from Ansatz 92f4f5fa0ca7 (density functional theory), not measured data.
Periodic cell of 255 atoms, Si165O90, from a study of silicon, its oxide and their interface. The atomic structure is a simulated model.
Doubt: the cutoff is low for norm-conserving oxygen, so forces and energies are approximate.

Settings: functional HSE06; potential files SPMS norm-conserving; basis plane waves; wave-function cutoff 800 eV; density cutoff ratio 4; exchange-correlation grid ratio 1; k mesh 1 x 1 x 1, Gamma-centred; occupations fixed; spin none; net charge 0.

Cell vectors (angstrom)
a, 10.938, 0, 0
b, 0, 10.938, 0
c, 0, 0, 37.0262

Atoms: element, x, y, z (angstrom)
Si, 0, 0, 0.683
Si, 5.469, 0, 0.683
Si, 2.7345, 2.7345, 0.683
Si, 8.2035, 2.7345, 0.683
Si, 0, 5.469, 0.683
Si, 5.469, 5.469, 0.683
Si, 2.7345, 8.2035, 0.683
Si, 8.2035, 8.2035, 0.683
Si, 1.3673, 1.3673, 2.0503
Si, 6.8362, 1.3673, 2.0503
Si, 4.1018, 4.1018, 2.0503
Si, 9.5708, 4.1018, 2.0503
Si, 1.3673, 6.8362, 2.0503
Si, 6.8362, 6.8362, 2.0503
Si, 4.1018, 9.5708, 2.0503
Si, 9.5708, 9.5708, 2.0503
Si, 2.7345, 0, 34.9747
Si, 8.2035, 0, 34.9747
Si, 0, 2.7345, 34.9747
Si, 5.469, 2.7345, 34.9747
Si, 2.7345, 5.469, 34.9747
Si, 8.2035, 5.469, 34.9747
Si, 0, 8.2035, 34.9747
Si, 5.469, 8.2035, 34.9747
Si, 4.1018, 1.3673, 36.3419
Si, 9.5708, 1.3673, 36.3419
Si, 1.3673, 4.1018, 36.3419
Si, 6.8362, 4.1018, 36.3419
Si, 4.1018, 6.8362, 36.3419
Si, 9.5708, 6.8362, 36.3419
Si, 1.3673, 9.5708, 36.3419
Si, 6.8362, 9.5708, 36.3419
Si, -0.1786, -0.1602, 26.7576
Si, 4.2472, -0.2585, 26.1329
Si, 2.6619, 2.411, 26.7396
Si, 7.2604, 2.9372, 26.9704
Si, -0.5457, 5.5074, 26.8134
Si, 5.6836, 4.9093, 26.9312
Si, 1.8515, 8.7388, 25.4721
Si, 8.2669, 7.8355, 26.7153
Si, 1.216, 1.224, 28.1358
Si, 6.4332, 1.1719, 28.4379
Si, 3.9464, 3.9176, 28.1419
Si, 9.183, 3.9396, 28.1366
Si, 1.1388, 6.7963, 27.9504
Si, 6.734, 6.6909, 28.1098
Si, 4.6842, 10.3113, 28.3665
Si, 9.3801, 9.4563, 28.1106
Si, 2.7419, 0.0798, 29.5579
Si, 8.1319, -0.0296, 29.5348
Si, -0.1369, 2.7124, 29.4166
Si, 5.3187, 2.7733, 29.7187
Si, 2.6292, 5.4907, 29.3315
Si, 8.1227, 5.4705, 29.5844
Si, -0.042, 8.2218, 29.4536
Si, 5.4743, 8.2762, 29.3917
Si, 3.9745, 1.4216, 31.0447
Si, 9.5276, 1.3511, 30.8616
Si, 1.2689, 4.1286, 30.7674
Si, 6.7692, 4.1426, 30.962
Si, 4.033, 6.879, 30.7278
Si, 9.5573, 6.8494, 30.8698
Si, 1.3695, 9.5637, 30.8309
Si, 6.8125, 9.5281, 30.9043
Si, -0.005, -0.001, 32.2106
Si, 5.4134, -0.0237, 32.2557
Si, 2.6115, 2.8229, 32.2816
Si, 8.1612, 2.7199, 32.2485
Si, -0.0388, 5.4632, 32.2201
Si, 5.3897, 5.5444, 32.2209
Si, 2.6975, 8.1781, 32.2029
Si, 8.2014, 8.1977, 32.2645
Si, 1.3325, 1.366, 33.6165
Si, 6.8108, 1.3393, 33.6092
Si, 4.0737, 4.1306, 33.6055
Si, 9.5532, 4.0846, 33.6018
Si, 1.3493, 6.8115, 33.5951
Si, 6.8189, 6.835, 33.6101
Si, 4.0673, 9.5326, 33.6051
Si, 9.5769, 9.5733, 33.6047
Si, 2.7459, -0.0135, 3.393
Si, 8.2238, 0.0212, 3.4313
Si, 0.0314, 2.7634, 3.4246
Si, 5.5098, 2.7496, 3.4172
Si, 2.7484, 5.4802, 3.432
Si, 8.2461, 5.4924, 3.4138
Si, 0.0091, 8.194, 3.4035
Si, 5.4659, 8.2067, 3.4417
Si, 4.1787, 1.2998, 4.7204
Si, 9.6267, 1.3934, 4.7917
Si, 1.3988, 4.1226, 4.8245
Si, 6.8967, 4.1373, 4.7797
Si, 4.1167, 6.8169, 4.8358
Si, 9.6711, 6.7914, 4.808
Si, 1.3901, 9.5399, 4.7482
Si, 6.8749, 9.563, 4.7908
Si, 0.0442, -0.041, 6.112
Si, 5.5376, 0.0083, 6.181
Si, 2.8207, 2.668, 6.0204
Si, 8.3435, 2.8593, 6.1469
Si, 0.107, 5.5045, 6.3084
Si, 5.5325, 5.4569, 6.2008
Si, 2.7168, 8.1977, 6.1749
Si, 8.2577, 8.1466, 6.0924
Si, 1.4873, 1.3173, 7.3951
Si, 6.9702, 1.4927, 7.4275
Si, 4.2412, 3.8842, 7.4389
Si, 9.6493, 4.1874, 7.7037
Si, 1.3832, 6.9639, 7.7367
Si, 6.951, 6.8309, 7.5519
Si, 4.1284, 9.5138, 7.4933
Si, 9.5846, 9.5226, 7.4433
Si, 2.8539, 0.0149, 8.8509
Si, 8.2365, 0.0143, 8.68
Si, 0.1233, 2.604, 8.8044
Si, 5.6409, 2.7344, 8.9278
Si, 2.8063, 5.9085, 9.3924
Si, 8.2233, 5.5466, 9.143
Si, -0.1018, 8.2759, 9.0039
Si, 5.5843, 8.2344, 8.8535
Si, 4.7316, 0.876, 10.0784
Si, 9.8306, 1.0599, 10.0191
Si, 1.6568, 3.8917, 11.2591
Si, 6.379, 4.567, 10.3178
Si, 4.8917, 6.5236, 10.3465
Si, 9.3751, 7.1492, 10.5603
Si, 1.1991, 9.8617, 10.1354
Si, 6.4377, 10.1344, 9.8915
O, 9.3876, 6.7026, 26.1839
O, 5.6638, -0.3748, 25.3241
O, 12.9665, 5.3981, 10.76
O, 2.8892, 3.1619, 12.0279
O, 5.1288, 5.6318, 25.525
O, 0.6055, 9.7716, 25.6978
O, 0.0448, 0.0192, 10.6097
O, 1.2486, 3.0523, 9.941
O, 6.5091, 4.1825, 11.9466
O, 3.148, 4.6093, 8.4474
O, 10.269, 6.3933, 11.7244
O, 1.9215, 9.2823, 11.521
O, 4.5494, 1.1422, 11.7134
O, 0.4147, 3.9956, 12.2792
O, 9.1295, 1.747, 11.3448
O, 4.8438, 6.8304, 11.9836
O, 7.5548, 8.5995, 25.426
O, 12.8191, 7.6405, 26.6931
O, 1.7713, 8.026, 23.9949
O, 3.6589, 1.2845, 25.9714
O, 9.8845, 0.9282, 25.8735
O, 0.2374, 4.6639, 25.6187
O, 7.6901, 13.3322, 25.4629
O, 3.2343, 9.591, 25.4634
Si, 10.8986, 2.2123, 22.8485
Si, 6.8716, 9.8001, 24.5441
Si, 1.5509, 11.9811, 16.8715
Si, 10.7085, -0.0386, 14.6319
Si, 5.7922, -0.2433, 16.6155
Si, 12.7887, 6.8741, 17.2161
Si, 3.3961, 1.7592, 12.689
Si, 4.1754, 5.3142, 24.2399
Si, 4.2395, 2.1275, 15.7657
Si, 10.1291, 2.9156, 17.3073
Si, 8.692, 1.1653, 12.8067
Si, -5.9558, 9.1625, 19.0809
Si, 14.7274, 4.4409, 17.556
Si, 8.735, 11.1033, 16.7087
Si, 8.6267, -0.243, 19.8104
Si, 7.6574, -5.1352, 20.744
Si, 3.705, 2.5358, 19.8607
Si, 7.3556, 9.4159, 11.8582
Si, 5.4179, 3.9003, 21.9054
Si, 10.9562, 10.5026, 21.5613
Si, -2.2006, 1.3491, 24.7796
Si, -0.5819, 5.1607, 12.7911
Si, -1.6001, 8.1834, 21.1335
Si, -4.9293, 6.3769, 18.1499
Si, 7.2821, 5.9103, 15.2387
Si, 2.8051, 7.6704, 22.7629
Si, 5.1774, 9.5364, 22.0074
Si, -0.6486, 5.7175, 15.7353
Si, 10.2722, 4.0363, 20.2833
Si, 1.8403, 10.0324, 12.9714
Si, -4.8909, 1.2867, 20.8765
Si, 5.5422, 7.4957, 13.2968
Si, 1.5367, 3.7772, 25.1177
Si, 0.9909, 6.711, 20.2006
Si, 7.4647, 3.8077, 13.2293
Si, 14.5694, 8.6739, 15.2594
Si, 13.1795, -0.1741, 19.5467
O, 9.9276, 3.264, 18.885
O, 5.1491, 1.8015, 19.6012
O, 6.3696, 2.5761, 21.8213
O, 1.4337, 10.9456, 18.1293
O, 4.4536, 7.49, 14.5094
O, 1.0608, 2.9436, 23.7968
O, 7.04, 4.3598, 14.7225
O, -3.3952, 2.1808, 13.3554
O, 4.0173, 2.0478, 14.1607
O, 13.5875, 1.3121, 20.1337
O, 9.0633, 1.7909, 16.7358
O, 4.3331, 3.6807, 16.2226
O, 13.801, 9.426, 14.0527
O, 16.7236, 10.2839, 18.2026
O, 8.1893, 10.5588, 12.6839
O, 18.2652, 10.561, 16.1092
O, 2.6086, 8.0803, 16.3932
O, 8.8469, 4.6997, 20.7035
O, -5.8241, 7.7368, 18.3053
O, 3.129, 3.3859, 18.6075
O, 4.0137, 3.5938, 21.0828
O, -5.3292, 19.8342, 20.5654
O, 6.2979, 5.1878, 21.4073
O, 10.9328, 5.64, 14.2374
O, 9.9414, 1.1761, 13.8574
O, 2.6915, 4.8483, 24.6947
O, 7.9918, 0.0082, 24.2181
O, 0.3384, 17.5835, 16.6388
O, 1.0785, 0.4721, 15.4377
O, 5.0057, 5.1213, 18.3974
O, 8.8911, -0.2922, 18.2358
O, 8.8088, 6.3611, 15.5772
O, -0.7709, 9.1789, 22.1767
O, 12.2473, -0.8968, 20.6742
O, 8.2932, 7.0326, 21.6521
O, 0.317, 9.8318, 13.5366
O, 7.4023, 0.6872, 20.2744
O, 0.5624, 5.1244, 20.1296
O, 10.765, 3.0013, 21.4372
O, 2.6976, 5.503, 17.0151
O, 6.8342, 6.7359, 13.9123
O, 8.3491, -2.7717, 11.3884
O, 5.1948, 11.1617, 21.7904
O, 0.714, 13.3225, 17.1754
O, 9.4302, 2.1564, 23.5536
O, 3.9402, 6.6059, 23.2766
O, 9.7651, -0.6813, 15.7752
O, 9.9419, 0.3468, 20.5537
O, 1.7607, 7.167, 18.8262
O, 4.7038, 9.7287, 15.8887
O, 6.2779, 9.1604, 23.159
O, -2.542, -1.7876, 20.2366
O, 3.6739, 9.0076, 22.3701
O, 8.9072, 4.4715, 12.9188
O, 7.2431, 6.2991, 19.2227
O, 3.4735, -1.1976, 19.2653
O, 16.4922, 1.3258, 16.2575
O, 6.1428, -1.987, 12.8659
O, 2.1675, 11.6268, 12.7614
O, 4.9613, 4.1456, 23.4352
O, 11.4109, 11.5959, 22.6732
O, 1.9485, 7.0549, 21.498
O, -0.9033, 4.2542, 16.401
O, 6.4723, -4.6675, 16.5961
O, -0.4329, 7.4955, 20.238
O, 14.0369, 1.3833, 16.6414

Results
free energy: -59011.477 eV
free energy less fixed offsets of O -447.96, Si -113.29 eV per atom: -2.227 eV
gap between the highest filled and lowest empty level on this k mesh: 1.376 eV

The program warned: the cutoff lies below the one the program advises for these potential files; the forces do not sum to zero within the program's tolerance; the exchange-correlation potential is rough where the density is thin.
